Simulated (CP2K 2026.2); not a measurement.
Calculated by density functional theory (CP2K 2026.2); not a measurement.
Periodic cell of 444 atoms, Si328O116, from a study of silicon, its oxide and their interface. The atomic structure is a simulated model.
Doubt: the forces sum to 1.85 eV/angstrom along one axis rather than to zero, so they err by at least 0.0042 eV/angstrom per atom on average; the grid cutoff is modest.

Settings: functional PBE; method Gaussian and plane waves; basis set DZVP-MOLOPT-SR-GTH; pseudopotentials GTH-PBE; grid cutoff 350 Ry, relative cutoff 50 Ry; k points Gamma only; occupations fixed; spin none; net charge 0.

Cell vectors (angstrom)
a	16.4025	0	0
b	0	16.4025	0
c	0	0	30.3394

Atoms and the computed forces on them: element, x, y, z (angstrom), force x, y, z (eV/angstrom)
Si	0.073	16.387	0.473	0.061	0.102	-0.551
Si	2.731	2.69	0.508	-0.143	-0.07	-0.427
Si	0.668	4.89	30.312	0.076	-0.086	-0.424
Si	2.437	8.764	29.994	0.151	0.202	-0.236
Si	0.145	10.842	0.385	0.073	-0.083	-0.662
Si	2.19	14.096	0.303	-0.03	0.103	-0.443
Si	4.892	0.601	0.048	-0.179	-0.18	-0.138
Si	7.756	2.727	0.013	-0.089	-0.101	0.06
Si	5.764	5.131	30.327	-0.197	0.16	-0.13
Si	7.838	8.167	30.15	-0.007	0.042	0.093
Si	5.901	10.808	30.213	-0.223	0.177	-0.318
Si	8.115	13.86	30.022	-0.015	-0.164	-0.09
Si	11.068	0.28	30.284	0.165	-0.252	-0.081
Si	14.218	2.038	30.32	0.324	-0.048	-0.238
Si	10.789	5.533	29.798	0.274	-0.108	0.062
Si	13.516	8.265	30.138	0.232	-0.068	-0.296
Si	11.371	10.55	0.07	-0.282	-0.152	-0.115
Si	14.488	13.182	30.289	-0.092	0.026	-0.559
Si	1.369	1.356	1.806	0.044	0.014	-0.288
Si	4.181	4.172	1.511	0.161	-0.066	-0.3
Si	1.556	6.835	1.093	-0.095	0.044	-0.15
Si	4.099	9.693	1.117	0.154	0.073	-0.17
Si	1.368	12.34	1.662	0.081	0.156	-0.087
Si	4.014	15.152	1.34	-0.009	0.199	-0.284
Si	6.632	1.389	1.542	-0.005	-0.033	-0.326
Si	9.525	4.045	1.051	-0.219	0.094	-0.125
Si	6.863	6.709	1.373	-0.106	-0.117	-0.247
Si	9.606	9.391	1.172	0.085	-0.021	-0.449
Si	6.857	12.484	1.223	0.26	-0.151	-0.077
Si	9.656	15.064	1.127	0.088	0.082	-0.195
Si	12.607	1.148	1.472	-0.333	0.179	-0.116
Si	15.203	3.921	1.157	0.058	-0.138	-0.207
Si	12.288	6.662	1.048	-0.068	0.162	-0.121
Si	15.062	9.367	1.363	-0.247	-0.049	-0.272
Si	12.561	12.216	1.234	0.246	0.077	-0.222
Si	15.141	14.853	1.555	-0.141	-0.102	-0.127
Si	16.357	2.782	2.885	-0.074	0.031	0.193
Si	2.789	16.361	2.951	0.011	-0.043	0.23
Si	0.09	8.018	2.614	0.07	-0.023	0.053
Si	2.82	5.613	2.721	-0.047	0.094	0.051
Si	0.015	13.605	3.015	0.006	-0.089	0.293
Si	2.864	10.943	2.741	0.098	-0.08	0.012
Si	5.445	2.798	2.927	0.095	0.018	0.204
Si	8.206	16.342	2.624	-0.105	-0.042	-0.123
Si	5.438	8.211	2.562	-0.028	0.146	0.024
Si	8.282	5.383	2.67	0.149	-0.158	-0.094
Si	5.45	13.737	2.645	-0.079	-0.016	-0.065
Si	8.281	10.957	2.505	-0.075	-0.041	0.072
Si	11.017	2.694	2.535	0.103	0.042	-0.229
Si	13.759	16.19	2.908	-0.025	-0.026	0.06
Si	10.976	8.035	2.563	-0.002	0.094	0.012
Si	13.72	5.333	2.462	0.037	-0.024	-0.07
Si	11.067	13.647	2.535	-0.004	0.075	-0.164
Si	13.753	10.827	2.721	0.078	0.014	0.129
Si	1.421	4.183	4.099	-0.139	0.043	-0.085
Si	4.12	1.387	4.257	-0.027	-0.047	-0.079
Si	1.416	9.501	4.006	-0.006	-0.022	-0.143
Si	4.174	6.916	4.108	-0.054	-0.022	-0.1
Si	1.4	15.005	4.283	0.142	-0.036	-0.047
Si	4.185	12.328	4.09	-0.019	-0.052	0.024
Si	6.925	4.123	4.15	-0.082	-0.045	-0.072
Si	9.602	1.36	3.956	-0.007	-0.066	-0.095
Si	6.878	9.584	3.924	-0.032	0.055	-0.216
Si	9.622	6.77	4.027	0.054	-0.052	-0.032
Si	6.856	15.021	4.043	0.115	-0.007	0.043
Si	9.663	12.278	3.926	-0.085	-0.072	-0.063
Si	12.341	4.062	3.955	-0.028	-0.033	-0.046
Si	15.048	1.309	4.188	0.071	0.075	-0.01
Si	12.298	9.46	3.992	-0.008	0.055	-0.09
Si	15.045	6.709	3.958	0.056	0.056	-0.031
Si	12.271	14.913	4.139	0.119	0.041	-0.04
Si	15.025	12.174	4.209	-0.048	0.067	-0.043
Si	16.392	16.383	10.911	0.002	-0.001	0.004
Si	2.729	2.739	10.893	-0.008	0.015	-0.003
Si	16.391	5.474	10.916	-0.002	0.01	-0.002
Si	2.745	8.21	10.918	-0.01	-0.016	0.018
Si	16.397	10.923	10.898	-0.004	0.039	-0.005
Si	2.748	13.658	10.903	0.003	0.029	0.005
Si	5.487	16.39	10.883	-0.004	0	0.007
Si	8.206	2.72	10.89	-0.004	0.003	-0.003
Si	5.48	5.479	10.89	-0.004	-0.007	-0.011
Si	8.222	8.205	10.901	-0.024	0.005	0.001
Si	5.481	10.937	10.918	-0.035	0.05	0.001
Si	8.213	13.65	10.913	-0.002	-0.007	0.01
Si	10.929	16.382	10.921	-0.016	0.02	0.01
Si	13.653	2.725	10.929	-0.005	0.013	0.008
Si	10.934	5.465	10.896	0.001	0.009	-0.008
Si	13.661	8.197	10.901	-0.002	-0.03	-0.008
Si	10.944	10.924	10.901	0.02	-0.005	0.002
Si	13.653	13.641	10.903	0.003	0.021	0.001
Si	1.357	1.37	12.264	0	0.005	0
Si	4.084	4.125	12.246	0.005	-0.04	-0.007
Si	1.35	6.856	12.269	-0.016	-0.044	0.002
Si	4.099	9.59	12.29	0.022	-0.017	0.004
Si	1.357	12.297	12.258	0.009	-0.022	-0.009
Si	4.122	15.034	12.256	-0.017	0.029	-0.013
Si	6.844	1.344	12.256	-0.03	0.018	0
Si	9.561	4.094	12.253	0	-0.029	-0.023
Si	6.844	6.843	12.264	-0.026	-0.005	-0.012
Si	9.574	9.579	12.281	0	0.011	-0.002
Si	6.831	12.312	12.286	0.013	-0.013	0.006
Si	9.561	15.019	12.291	-0.019	-0.009	0.014
Si	12.278	1.358	12.295	0.041	-0.011	0.002
Si	15.018	4.11	12.28	0.052	-0.004	-0.008
Si	12.283	6.847	12.262	0.017	-0.027	-0.003
Si	15.012	9.581	12.267	0.02	0.003	-0.003
Si	12.287	12.293	12.294	0.016	0.024	0.011
Si	15.015	15.011	12.277	-0.01	-0.024	-0.004
Si	16.39	2.746	13.639	-0.014	0.015	0.019
Si	2.74	16.394	13.601	0.033	-0.03	0.005
Si	16.393	8.242	13.626	0.014	-0.033	-0.019
Si	2.701	5.48	13.629	-0.013	0.031	0.017
Si	16.373	13.625	13.639	0.014	0.067	0
Si	2.72	10.965	13.654	-0.102	0.085	0.023
Si	5.46	2.736	13.566	-0.02	0.003	-0.054
Si	8.174	16.366	13.661	0.062	0.023	-0.004
Si	5.472	8.21	13.633	0.018	-0.018	0.008
Si	8.219	5.474	13.619	0.01	-0.041	0.018
Si	5.479	13.693	13.66	-0.03	-0.011	0.03
Si	8.195	10.948	13.641	-0.022	0.021	-0.029
Si	10.88	2.717	13.649	-0.065	0.096	0.018
Si	13.654	16.39	13.65	-0.019	-0.012	0.026
Si	10.944	8.218	13.651	-0.017	-0.023	0.003
Si	13.633	5.483	13.625	-0.003	-0.013	-0.004
Si	10.918	13.662	13.671	0.017	-0.03	-0.007
Si	13.646	10.924	13.668	0.049	0.018	-0.001
Si	1.335	4.126	15.025	-0.036	-0.041	0.004
Si	4.105	1.388	14.938	0.025	0.092	0.025
Si	1.333	9.611	15.025	0.027	-0.005	0.019
Si	4.05	6.876	14.975	-0.001	-0.022	0.02
Si	1.371	15.006	14.941	-0.045	-0.064	-0.051
Si	4.092	12.345	15.012	0.062	0.009	-0.018
Si	6.82	4.09	14.921	-0.032	-0.059	-0.027
Si	9.51	1.337	15.032	0.005	-0.051	0.004
Si	6.865	9.554	15.001	-0.024	0.078	0.006
Si	9.588	6.836	15.004	-0.019	0.016	-0.018
Si	6.822	15.035	15.094	-0.039	-0.03	0.061
Si	9.505	12.336	15.039	-0.026	-0.005	0.016
Si	12.24	4.124	14.977	0.001	-0.036	-0.015
Si	15.019	1.379	15	0.038	-0.001	0.005
Si	12.264	9.594	15.062	0.024	-0.025	0.055
Si	14.984	6.9	14.951	0.072	-0.02	0.019
Si	12.285	15.029	15.038	0.024	0.085	0.01
Si	15.021	12.262	15.056	-0.034	-0.032	0.029
Si	0.053	16.395	16.282	-0.068	0.011	0.029
Si	2.759	2.731	16.328	0.077	-0.126	0.039
Si	16.311	5.55	16.315	-0.052	0.123	0.038
Si	2.729	8.282	16.381	-0.044	-0.04	0.113
Si	16.366	10.897	16.489	0.048	0.069	0.044
Si	2.71	13.705	16.386	-0.078	0.051	0.063
Si	5.429	0.076	16.385	-0.061	-0.049	-0.026
Si	8.078	2.695	16.344	0.033	0.199	0.129
Si	5.448	5.468	16.229	0.022	0.023	0.004
Si	8.248	8.199	16.38	-0.043	-0.018	0.047
Si	5.483	10.947	16.309	0.11	0.084	0.2
Si	8.186	13.669	16.516	0.113	-0.031	0.224
Si	10.892	16.386	16.416	-0.047	-0.062	0.153
Si	13.57	2.735	16.315	0.022	0.007	-0.004
Si	10.944	5.502	16.407	0.074	-0.083	0.136
Si	13.678	8.238	16.408	-0.089	0.021	0.048
Si	10.824	10.952	16.399	-0.023	0.062	-0.037
Si	13.641	13.641	16.397	0.031	0.008	-0.01
Si	1.42	1.323	17.684	0.175	-0.122	0.045
Si	4.127	4.148	17.64	-0.005	0.002	-0.069
Si	1.239	6.967	17.681	-0.111	0.161	-0.03
Si	4.199	9.616	17.749	0.054	-0.021	-0.033
Si	1.455	12.239	17.779	0.013	-0.086	-0.09
Si	3.962	15.233	17.73	-0.136	0.084	0.22
Si	6.678	1.45	17.86	0.054	0.182	0.15
Si	9.496	4.059	17.625	-0.147	-0.248	-0.166
Si	6.795	6.8	17.594	-0.013	-0.138	-0.139
Si	9.581	9.533	17.849	-0.017	0.037	0.125
Si	6.769	12.219	17.836	-0.147	-0.166	-0.156
Si	9.558	15.089	17.942	-0.144	0.035	-0.186
Si	12.276	1.355	17.752	-0.007	0.135	0.046
Si	14.838	4.216	17.604	-0.124	0.109	0.014
Si	12.351	6.899	17.82	0.082	-0.198	-0.01
Si	14.916	9.582	17.927	0.129	-0.163	0.218
Si	12.118	12.369	17.744	0.006	0.122	-0.012
Si	15.138	15.004	17.635	0.158	-0.096	-0.123
Si	16.36	2.847	18.625	-0.089	-0.072	0.102
Si	2.698	0.143	19.429	-0.13	0.019	0.178
Si	16.354	8.2	19.356	-0.018	-0.028	0.081
Si	2.669	5.532	18.8	-0.002	0.065	0.308
Si	0.116	13.658	19.05	-0.062	0.118	0.26
Si	2.904	10.946	19.21	-0.019	0.256	0.27
Si	5.31	2.919	19.279	0.123	0.098	0.368
Si	8.126	0.157	19.24	0.055	-0.118	0.506
Si	5.518	8.097	19.028	-0.126	-0.102	0.402
Si	8.128	5.443	18.921	0.034	-0.126	0.22
Si	5.298	13.78	18.914	0.096	-0.051	0.246
Si	8.011	10.596	19.301	0.087	0.072	0.571
Si	10.774	2.708	19.071	0.006	0.032	0.152
Si	13.766	16.332	18.946	0.013	0.195	0.248
Si	11.059	8.254	19.253	-0.103	0.228	0.278
Si	13.587	5.461	19.274	-0.113	-0.134	0.256
Si	10.894	13.66	19.357	-0.022	-0.112	0.443
Si	13.376	11.032	19.13	-0.045	-0.027	0.252
Si	1.222	4.198	19.986	-0.033	0.05	0.2
Si	3.522	2.222	20.807	0.071	0.125	0.096
Si	1.74	9.361	20.507	-0.049	-0.072	0.416
Si	3.813	6.989	20.195	0.079	-0.236	0.184
Si	1.619	14.679	20.644	0.16	-0.293	-0.035
Si	4.067	12.643	20.54	0.059	0.042	-0.181
Si	7.079	4.021	20.521	-0.268	0.218	0.17
Si	9.284	1.683	20.694	0.215	-0.082	0.27
Si	7.065	8.616	20.819	-0.277	-0.164	-0.307
Si	9.518	6.776	20.203	0.123	-0.106	0.167
Si	6.905	14.816	20.271	-0.137	0.031	-0.186
Si	8.896	12.404	20.536	0.093	0.051	-0.522
Si	11.58	4.47	20.393	0.101	0.251	0.081
Si	15.183	1.483	20.018	-0.083	-0.058	0.102
Si	12.182	9.758	20.949	0.185	-0.268	-0.319
Si	15.403	6.32	20.671	0.221	-0.232	0.488
Si	12.727	14.826	20.431	0.241	0.13	0.368
Si	14.801	12.547	20.18	0.136	0.113	0.167
Si	1.726	4.499	24.832	-0.057	-0.083	-0.041
Si	0.016	2.033	24.614	0.132	0.357	0.477
Si	14.736	10.744	22.447	0.052	0.12	0.351
Si	10.056	1.227	23.889	-0.092	-0.031	0.203
Si	5.102	7.221	22.809	-0.175	0.024	0.175
Si	14.731	8.034	27.225	0.086	0.082	-0.208
Si	6.625	12.925	22.369	-0.435	0.27	0.38
Si	13.5	14.836	25.51	0.071	-0.059	-0.049
Si	14.343	4.007	25.777	-0.02	-0.273	0.016
Si	12.991	11.919	24.458	-0.032	0.261	0.287
Si	0.55	0.298	22.337	-0.272	0.173	0.539
Si	1.007	9.86	23.524	0.227	-0.173	0.459
Si	7.262	11.895	27.73	-0.113	0.11	-0.23
Si	2.093	13.334	27.773	0.099	-0.057	-0.489
Si	11.094	3.391	25.905	0.042	0.16	-0.254
Si	12.606	0.057	23.214	0.024	-0.302	0.408
Si	10.886	9.961	23.723	0.156	-0.06	0.544
Si	14.186	5.632	23.399	-0.024	0.109	0.449
Si	13.257	2.891	22.148	0.034	-0.206	0.228
Si	2.516	7.402	24.454	-0.065	-0.246	0.049
Si	6.549	4.741	23.64	0.031	-0.165	0.141
Si	2.818	11.283	25.729	0.193	0.085	-0.032
Si	10.235	7.293	27.069	0.067	-0.059	-0.448
Si	8.433	5.306	25.979	0.109	-0.044	-0.345
Si	12.512	7.496	25.061	-0.031	-0.014	0.032
Si	6.578	13.762	25.279	-0.009	0.42	0.236
Si	14.242	11.009	26.952	0.041	-0.098	-0.251
Si	4.226	2.784	23.956	-0.201	-0.028	0.564
Si	6.315	6.707	27.83	-0.021	-0.064	-0.222
Si	16.332	5.485	27.276	-0.089	-0.334	-0.589
Si	7.144	0.262	28.599	-0.147	0.047	-0.412
Si	3.801	8.485	26.98	-0.144	0.145	-0.48
Si	2.51	0.518	24.474	0.173	-0.178	0.689
Si	3.685	14.216	25.508	0.043	0.006	-0.102
Si	8.525	16.006	25.973	0.089	-0.149	-0.327
Si	11.268	15.165	27.5	-0.011	0.109	-0.566
Si	11.425	11.971	27.833	0.103	0.016	-0.417
Si	11.729	2.718	28.716	0.166	-0.237	-0.252
Si	9.533	10.222	26.304	-0.076	0.027	-0.154
Si	15.446	13.727	27.454	0.036	0.02	-0.315
O	1.193	15.354	30.069	0.065	-0.045	0.621
O	15.452	0.964	29.846	0.024	-0.251	0.507
O	1.734	3.641	29.9	-0.36	0.461	0.63
O	3.654	1.64	29.937	0.43	-0.252	0.31
O	0.345	5.493	28.825	0.01	-0.164	0.499
O	0.711	3.439	24.086	-0.239	-0.124	-0.098
O	5.322	7.812	27.057	0.156	-0.192	0.109
O	3.138	8.539	28.48	0.034	0.047	0.741
O	1.218	9.918	29.766	-0.247	-0.239	0.285
O	2.756	15.32	24.718	-0.286	-0.026	-0.303
O	2.588	13.196	29.303	-0.114	0.001	0.496
O	5.536	0.361	28.873	0.235	-0.201	0.284
O	7.571	15.285	29.371	0.237	-0.104	0.038
O	9.843	15.599	26.84	0.012	0.101	0.155
O	7.955	1.595	29.12	0.157	0.328	0.232
O	5.336	5.955	28.927	-0.106	-0.007	0.273
O	6.704	3.883	29.752	0.232	-0.064	0.247
O	12.404	9.426	29.716	-0.223	-0.037	0.505
O	7.535	7.51	28.614	0.177	0.395	0.519
O	5.991	11.306	28.593	-0.325	-0.392	0.46
O	6.918	9.523	30.187	0.008	-0.034	-0.134
O	8.236	12.79	28.716	0.15	0.493	0.557
O	11.564	15.891	28.914	-0.283	0.118	0.504
O	11.304	13.575	27.77	-0.179	-0.11	0.295
O	13.313	2.32	28.94	0.08	-0.037	-0.063
O	10.291	6.601	28.566	-0.025	-0.479	0.74
O	11.601	4.321	28.998	0.177	0.194	-0.016
O	2.079	11.858	27.067	-0.357	0.095	0.135
O	10.689	11.387	29.151	-0.268	-0.332	0.364
O	15.561	11.931	29.884	-0.263	0.286	0.437
O	8.108	10.733	26.926	0.032	0.033	0.1
O	14.502	13.965	28.783	-0.08	-0.069	0.549
O	10.65	11.389	26.528	0.223	-0.015	0.087
O	2.176	3.214	20.919	0.304	-0.281	-0.215
O	2.736	8.072	20.844	0.006	0.121	-0.556
O	2.832	13.605	21.174	-0.326	0.022	-0.521
O	2.039	0.719	22.906	0.01	-0.13	-0.45
O	1.57	10.055	22.016	-0.058	0.259	-0.723
O	15.789	10.048	23.472	-0.213	0.07	-0.103
O	4.509	6.327	21.562	0.232	-0.136	-0.269
O	5.802	6.181	23.863	0.021	0.042	-0.173
O	14.941	14.724	26.252	0.115	-0.148	0.146
O	0.706	15.094	22.013	-0.013	0.033	-0.36
O	5.272	12.237	21.668	0.037	-0.329	-0.225
O	8.051	13.673	19.88	0.141	-0.166	0.149
O	8.386	7.61	21.152	-0.287	0.163	-0.29
O	8.201	2.887	20.894	-0.198	0.243	-0.017
O	13.692	15.647	24.119	-0.217	-0.037	-0.374
O	9.687	1.362	22.302	-0.211	0.018	-0.702
O	11.59	6.878	26.254	-0.002	-0.061	0.159
O	15.022	9.644	27.38	0.312	0.268	0.327
O	12.82	6.422	23.861	-0.122	-0.272	-0.323
O	6.783	4.642	22.034	-0.06	-0.17	-0.579
O	6.619	14.524	21.905	0.058	0.187	-0.298
O	8.095	12.25	22.019	0.326	-0.264	-0.396
O	15.335	12.199	26.897	0.053	-0.054	-0.031
O	11.824	3.532	21.747	-0.158	-0.106	-0.14
O	10.495	5.631	20.99	0.407	0.039	-0.539
O	3.196	3.79	24.754	0.124	-0.091	0.024
O	0.064	0.908	20.917	-0.095	0.319	-0.293
O	13.605	9.657	21.89	-0.513	-0.14	0.111
O	13.866	7.91	25.848	-0.043	0.125	0.146
O	0.211	5.157	20.904	-0.33	0.184	-0.415
O	14.939	6.556	22.29	0.239	0.393	-0.749
O	13.903	13.751	20.949	0.05	-0.111	-0.372
O	12.389	15.76	21.769	-0.138	-0.228	-0.543
O	15.556	11.516	21.267	-0.103	0.191	-0.428
O	13.995	11.994	23.196	0.158	-0.217	-0.264
O	1.959	5.915	24.063	0.057	0.023	-0.115
O	14.108	2.401	20.866	-0.093	-0.022	-0.048
O	6.105	8.397	22.213	0.297	0.224	-0.23
O	3.842	7.879	23.623	0.296	-0.062	-0.364
O	13.583	10.799	25.478	0.008	-0.225	-0.158
O	9.796	4.376	26.3	0.157	-0.211	0.02
O	11.177	0.041	24.002	0.131	-0.105	0.082
O	1.124	4.839	26.328	-0.172	0.284	0.2
O	12.988	11.48	27.899	-0.029	-0.114	0.161
O	11.809	8.76	24.329	-0.148	0.15	0.075
O	6.502	12.804	23.98	-0.077	-0.214	-0.339
O	11.54	11.443	23.926	-0.244	0.152	0.031
O	12.864	13.365	25.178	-0.012	-0.191	0.141
O	14.046	4.128	22.81	-0.074	-0.29	-0.112
O	13.059	1.614	23.123	0.254	0.368	-0.275
O	15.924	0.99	23.437	-0.033	-0.178	-0.412
O	4.133	2.491	22.349	-0.15	-0.33	-0.895
O	7.939	4.799	24.506	0.075	-0.257	0.186
O	1.267	8.361	24.081	0.004	0.108	0.173
O	10.05	8.911	27.145	0.218	-0.094	0.208
O	5.229	14.691	25.32	-0.021	0.05	-0.157
O	3.201	14.299	27.058	-0.111	-0.095	0.21
O	0.624	14.016	27.655	-0.283	0.114	0.016
O	10.644	2.618	24.537	0.202	0.199	-0.161
O	10.739	1.838	29.694	-0.08	-0.097	0
O	7.402	0.175	26.993	-0.055	0.065	0.249
O	12.458	15.603	26.485	0.021	0.267	-0.001
O	9.511	9.944	24.66	-0.068	-0.087	-0.093
O	10.883	9.796	22.069	0.073	0.268	-0.413
O	14.914	5.235	24.817	0.125	0.058	-0.143
O	16.028	7.071	26.95	0.13	0.252	0.219
O	14.974	4.526	27.2	-0.254	0.105	0.378
O	3.927	1.322	24.68	0.007	-0.013	-0.03
O	1.738	10.872	24.577	-0.281	-0.104	-0.067
O	2.882	7.488	26.048	0.168	0.115	0.105
O	15.077	2.541	25.437	-0.15	0.112	0.09
O	9.031	6.819	26.066	0.161	0.312	-0.097
O	5.704	3.446	24.204	0.171	-0.128	-0.239
O	3.583	12.614	25.077	0.083	0.058	0
O	8.815	0.724	24.821	-0.139	0.102	0.03
O	7.91	14.699	25.209	0.181	-0.192	-0.182
O	7.07	5.5	26.928	-0.137	0.021	0.214
O	1.251	1.179	25.365	0.167	0.135	-0.114
O	6.583	12.861	26.619	-0.074	-0.047	0.262
O	14.06	7.619	28.67	-0.148	-0.156	0.644
O	12.679	3.955	25.705	-0.137	-0.213	0.016
O	3.741	9.986	26.214	0.377	-0.037	0.089
O	11.258	2.388	27.183	0.257	-0.119	0.412
Si	0.019	16.397	5.565	0.025	0.065	0.065
Si	2.724	2.787	5.509	0.025	-0.046	0.056
Si	16.401	5.469	5.451	0.007	-0.054	0.005
Si	2.758	8.219	5.458	0.057	-0.04	0.007
Si	0.06	10.825	5.46	-0.014	0.059	0.03
Si	2.8	13.611	5.528	-0.044	0.024	0.014
Si	5.533	16.376	5.49	0.022	0.066	0.019
Si	8.279	2.696	5.431	-0.031	0.023	0.003
Si	5.522	5.504	5.452	0.039	0.057	0.036
Si	8.226	8.195	5.338	0.004	-0.022	-0.07
Si	5.55	10.919	5.397	0.037	0.028	-0.038
Si	8.263	13.622	5.356	-0.053	0.024	-0.09
Si	10.926	16.388	5.4	-0.022	-0.026	-0.007
Si	13.643	2.718	5.436	-0.053	-0.108	0.022
Si	10.995	5.418	5.389	-0.005	0.046	-0.062
Si	13.699	8.121	5.358	0.025	-0.006	-0.088
Si	10.954	10.879	5.36	0.036	0.033	-0.08
Si	13.655	13.588	5.507	-0.066	-0.118	0.051
Si	1.379	1.395	6.878	-0.045	0.011	0.039
Si	4.137	4.144	6.825	-0.023	-0.045	-0.007
Si	1.375	6.842	6.809	-0.046	0.039	-0.004
Si	4.151	9.585	6.79	-0.06	0.031	-0.005
Si	1.391	12.237	6.834	0.052	-0.037	0.009
Si	4.155	15.016	6.852	-0.007	-0.02	0.014
Si	6.896	1.36	6.823	0.006	-0.061	-0.01
Si	9.623	4.083	6.788	0.039	-0.077	0.007
Si	6.886	6.87	6.79	-0.052	-0.031	0.009
Si	9.575	9.545	6.742	-0.024	0.024	0.009
Si	6.901	12.283	6.77	0.027	-0.078	0.004
Si	9.575	15.008	6.768	-0.033	0.05	-0.029
Si	12.286	1.341	6.801	0.008	0.073	-0.042
Si	15.024	4.087	6.803	0.088	-0.038	-0.023
Si	12.329	6.801	6.764	0.005	-0.028	0.039
Si	15.041	9.486	6.782	0.063	-0.006	-0.007
Si	12.274	12.222	6.812	0.064	0.026	0.05
Si	15.021	14.993	6.85	0.031	0.028	0.007
Si	16.38	2.743	8.207	-0.002	-0.036	0.014
Si	2.761	16.396	8.193	0.011	0.035	-0.002
Si	0.004	8.177	8.188	0.018	-0.004	0.012
Si	2.745	5.488	8.184	-0.01	-0.035	0.001
Si	0.01	13.626	8.184	-0.016	0.012	-0.006
Si	2.774	10.907	8.192	-0.013	0.036	0.027
Si	5.5	2.739	8.163	-0.008	0.025	-0.014
Si	8.236	16.37	8.172	-0.022	0.014	0.015
Si	5.502	8.215	8.165	0.013	0.003	0
Si	8.237	5.466	8.141	-0.008	0.026	-0.003
Si	5.527	13.63	8.172	-0.017	0.057	0.001
Si	8.237	10.911	8.151	-0.025	0.02	0.004
Si	10.949	2.715	8.181	-0.029	-0.025	0.022
Si	13.65	16.382	8.185	0.022	-0.006	0.009
Si	10.946	8.181	8.122	0.023	0.005	-0.027
Si	13.67	5.455	8.173	0	0.01	-0.015
Si	10.929	13.638	8.154	-0.001	-0.023	0.011
Si	13.675	10.875	8.151	-0.027	0.022	-0.008
Si	1.361	4.119	9.544	-0.006	-0.014	-0.004
Si	4.124	1.377	9.538	0.005	-0.03	0.008
Si	1.375	9.555	9.543	-0.007	-0.009	0
Si	4.119	6.86	9.536	-0.001	0.013	-0.006
Si	1.373	15.021	9.541	0.011	0.011	0.004
Si	4.129	12.293	9.542	-0.018	-0.038	0
Si	6.859	4.11	9.524	-0.037	-0.043	-0.01
Si	9.582	1.347	9.541	0.023	0.008	0.001
Si	6.856	9.578	9.542	-0.012	-0.009	-0.004
Si	9.584	6.835	9.518	-0.007	-0.039	-0.009
Si	6.865	15.014	9.538	-0.001	0.002	-0.001
Si	9.574	12.284	9.537	-0.015	0.021	-0.005
Si	12.306	4.091	9.544	0.031	-0.014	-0.008
Si	15.014	1.354	9.557	0.007	0.003	0.012
Si	12.294	9.542	9.523	0.035	0.008	-0.001
Si	15.028	6.824	9.545	0.033	-0.028	-0.007
Si	12.282	15.009	9.54	0.012	0	0
Si	15.021	12.267	9.529	0.04	0.005	0.005

Results
total energy: -85940.477 eV
total energy less fixed offsets of O -438.35, Si -107.03 eV per atom: 13.963 eV
